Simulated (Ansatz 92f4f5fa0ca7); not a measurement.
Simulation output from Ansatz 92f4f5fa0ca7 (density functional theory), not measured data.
Periodic cell of 215 atoms, Si133O82, from a study of silicon, its oxide and their interface. The atomic structure is a simulated model.
Doubt: the cutoff is far below the 930 eV that the study's wrapper takes by default for these files, so forces and energies are approximate.

Settings: functional PBE; potential files Ansatz PAW; basis plane waves; wave-function cutoff 580 eV; density cutoff ratio 5; exchange-correlation grid ratio 1; k mesh 1 x 1 x 1, Gamma-centred; self-consistency stop 5e-08 eV per atom in the density residual; occupations fixed; spin none; net charge 0.

Cell vectors (angstrom)
a, 10.938, 0, 0
b, 0, 10.938, 0
c, 0, 0, 31.3423

Atoms: element, x, y, z (angstrom)
Si, 10.4247, 0.463, 24.0252
Si, 5.0242, 0.3989, 23.9224
Si, 3.1198, 2.126, 23.8973
Si, 8.4445, 2.3375, 23.9071
Si, 10.5092, 5.9024, 23.8442
Si, 5.1582, 5.7329, 23.8695
Si, 3.2906, 7.5488, 23.8217
Si, 8.7913, 7.7693, 23.8737
Si, 1.3321, 1.3504, 25.2619
Si, 6.7876, 1.3193, 25.2538
Si, 4.0728, 4.0177, 25.1204
Si, 9.5494, 4.0978, 25.1206
Si, 1.409, 6.7871, 25.122
Si, 6.884, 6.8444, 25.096
Si, 4.0863, 9.4795, 25.0945
Si, 9.5638, 9.5552, 25.2548
Si, 2.7207, -0.0811, 26.5493
Si, 8.1665, -0.0451, 26.6026
Si, 0.0077, 2.7918, 26.567
Si, 5.4767, 2.7602, 26.5704
Si, 2.7207, 5.4029, 26.535
Si, 8.1856, 5.4493, 26.53
Si, 0.0791, 8.2048, 26.5509
Si, 5.519, 8.2168, 26.5183
Si, 4.1018, 1.3673, 27.9241
Si, 9.5708, 1.3673, 27.9241
Si, 1.3673, 4.1018, 27.9241
Si, 6.8362, 4.1018, 27.9241
Si, 4.1018, 6.8362, 27.9241
Si, 9.5708, 6.8362, 27.9241
Si, 1.3673, 9.5708, 27.9241
Si, 6.8362, 9.5708, 27.9241
Si, 0, 0, 29.2913
Si, 5.469, 0, 29.2913
Si, 2.7345, 2.7345, 29.2913
Si, 8.2035, 2.7345, 29.2913
Si, 0, 5.469, 29.2913
Si, 5.469, 5.469, 29.2913
Si, 2.7345, 8.2035, 29.2913
Si, 8.2035, 8.2035, 29.2913
Si, 1.3673, 1.3673, 30.6586
Si, 6.8362, 1.3673, 30.6586
Si, 4.1018, 4.1018, 30.6586
Si, 9.5708, 4.1018, 30.6586
Si, 1.3673, 6.8362, 30.6586
Si, 6.8362, 6.8362, 30.6586
Si, 4.1018, 9.5708, 30.6586
Si, 9.5708, 9.5708, 30.6586
Si, 2.7345, 0, 0.6835
Si, 8.2035, 0, 0.6835
Si, 0, 2.7345, 0.6835
Si, 5.469, 2.7345, 0.6835
Si, 2.7345, 5.469, 0.6835
Si, 8.2035, 5.469, 0.6835
Si, 0, 8.2035, 0.6835
Si, 5.469, 8.2035, 0.6835
Si, 4.1018, 1.3673, 2.0507
Si, 9.5708, 1.3673, 2.0507
Si, 1.3673, 4.1018, 2.0507
Si, 6.8362, 4.1018, 2.0507
Si, 4.1018, 6.8362, 2.0507
Si, 9.5708, 6.8362, 2.0507
Si, 1.3673, 9.5708, 2.0507
Si, 6.8362, 9.5708, 2.0507
Si, 0, 0, 3.418
Si, 5.469, 0, 3.418
Si, 2.7345, 2.7345, 3.418
Si, 8.2035, 2.7345, 3.418
Si, 0, 5.469, 3.418
Si, 5.469, 5.469, 3.418
Si, 2.7345, 8.2035, 3.418
Si, 8.2035, 8.2035, 3.418
Si, 1.3307, 1.3699, 4.8434
Si, 6.8274, 1.3607, 4.7494
Si, 4.0938, 4.1044, 4.7991
Si, 9.5989, 4.0978, 4.7012
Si, 1.3391, 6.8483, 4.7398
Si, 6.8687, 6.888, 4.8474
Si, 4.1174, 9.6038, 4.6794
Si, 9.5486, 9.5795, 4.9463
Si, 2.7495, -0.0744, 6.0966
Si, 8.0915, 0.1148, 6.3218
Si, -0.0597, 2.8045, 6.1935
Si, 5.494, 2.7356, 6.1207
Si, 2.6914, 5.4894, 6.1049
Si, 8.3357, 5.4637, 6.0978
Si, 0.0771, 8.1276, 6.2902
Si, 5.5292, 8.4363, 6.1284
Si, 4.3341, 1.102, 7.357
Si, 9.0453, 1.9599, 7.4753
Si, 1.0292, 4.4895, 7.4835
Si, 7.2746, 3.7786, 7.3138
Si, 3.8839, 7.2122, 7.156
Si, 10.08, 6.2899, 7.533
Si, 2.0618, 8.9352, 7.3339
Si, 6.1578, 10.3521, 7.6129
O, 1.8938, 9.3413, 8.9337
O, 9.3594, 6.752, 8.9803
O, 4.8252, 6.6562, 8.4333
O, 9.5231, 1.4981, 9.0019
O, 1.7467, 3.8196, 8.8487
O, 6.7084, 4.5974, 8.66
O, 3.5907, 1.7594, 8.7113
O, 6.4177, 10.2327, 9.2764
O, 2.75, 7.8462, 22.2732
O, 0.2055, 10.6795, 22.7193
O, 5.8552, 5.0738, 22.4799
O, 5.7015, 10.9155, 22.4621
O, 8.6289, 8.3896, 22.3371
O, 7.5769, 2.9462, 22.5963
O, 2.4117, 2.3594, 22.4146
O, 10.9915, 5.4945, 22.2972
Si, 0.8941, 1.5229, 16.004
Si, 5.661, 10.0164, 10.7228
Si, 4.8606, 9.2804, 16.3937
Si, 4.7211, 2.0565, 19.8766
Si, 7.507, 10.4313, 15.8584
Si, 9.0501, 2.1937, 17.0157
Si, 2.9936, 5.5134, 16.0928
Si, 8.6258, 8.9879, 20.8205
Si, 5.6853, 10.3239, 20.9399
Si, 2.86, 7.9129, 18.0376
Si, 7.5728, 4.6978, 15.8679
Si, 1.863, 2.3736, 20.8785
Si, 4.883, 7.1726, 14.1352
Si, 0.444, 8.0498, 13.9739
Si, 0.0683, 4.8773, 20.7868
Si, 6.4587, 3.7573, 21.7078
Si, 9.644, 6.9184, 10.588
Si, 2.6766, 6.8616, 12.2162
Si, 4.0545, 4.1209, 11.4165
Si, 2.9177, 8.6692, 20.8848
Si, 10.5448, 1.4387, 10.2703
Si, 0.0336, 9.6104, 11.5765
Si, 9.5967, 6.6706, 18.8785
Si, 0.3737, 10.6556, 21.1096
Si, 2.6152, 9.1214, 10.3689
Si, 2.4154, 2.496, 9.5895
Si, 8.5133, 3.9641, 19.4582
Si, 6.0531, 0.7599, 13.3712
Si, 1.939, 9.6926, 16.0909
Si, 5.5576, 5.5289, 9.3375
Si, 3.6968, 2.0815, 14.9266
Si, 6.7779, 7.238, 11.7518
Si, 1.3244, 3.7007, 14.1939
Si, 6.939, 3.6736, 13.0134
Si, 9.0998, 7.5349, 16.0134
Si, 5.056, 3.6162, 17.1326
Si, 10.0069, 4.1506, 11.9606
O, 2.7577, 7.6269, 19.6292
O, 2.5393, 1.7615, 16.1018
O, 3.7601, 7.7249, 13.0881
O, 1.6906, 4.8737, 15.3049
O, 6.9997, 2.0787, 13.2795
O, 6.2065, 6.7941, 13.2281
O, 3.0919, 1.983, 19.8828
O, 5.1874, 2.778, 18.5068
O, 7.1418, 4.18, 20.2941
O, 1.6075, 8.5554, 14.9864
O, 10.1854, 7.3367, 14.809
O, 4.4359, 9.2748, 20.8269
O, 4.9453, 2.675, 15.8001
O, 2.8489, 3.0662, 13.8829
O, 1.7131, 9.7759, 20.7644
O, 8.0843, 6.2542, 15.8963
O, 1.8213, 9.1204, 17.6209
O, 2.432, 6.6732, 17.0802
O, 6.9517, 10.6974, 14.3268
O, -0.0118, 6.1243, 19.7008
O, 5.4927, 3.8947, 12.2075
O, 4.399, 4.5448, 9.882
O, 1.1759, 1.439, 9.7994
O, 6.3992, 4.5287, 17.0002
O, 3.6832, 4.4854, 17.1531
O, 8.3942, 9.0309, 15.9111
O, 10.5539, 8.2784, 10.7076
O, 7.1582, 9.693, 20.5954
O, 0.8188, 10.845, 15.8555
O, 8.7614, 7.7328, 19.7907
O, 6.8651, 4.4571, 14.4271
O, 0.2743, 4.2815, 13.0879
O, 0.4516, 2.4096, 14.7155
O, 3.1594, 5.3028, 12.1426
O, 8.7107, 3.5105, 16.0739
O, 4.0828, 9.8032, 10.3867
O, 3.523, 10.1165, 15.9099
O, 0.6646, 1.2654, 20.622
O, 10.6791, 9.2886, 13.1528
O, 5.3959, 0.5755, 19.8667
O, 5.1942, 2.817, 21.2565
O, 10.2832, 5.4767, 11.0351
O, 10.2708, 2.7455, 11.1927
O, 10.6918, 1.9451, 17.1185
O, 9.7169, 3.8977, 20.5622
O, 1.6559, 9.8317, 11.475
O, 1.2099, 7.0203, 12.9414
O, 6.3036, 8.7444, 11.4691
O, 9.8933, 10.0258, 20.5331
O, 8.3945, 7.1767, 11.6119
O, 1.3664, 3.9069, 20.5644
O, 3.0482, 2.8581, 11.0776
O, 2.6854, 7.5104, 10.713
O, 4.1577, 5.9861, 15.0222
O, 8.3316, 0.8031, 16.4616
O, 9.8968, 7.4004, 17.4507
O, 6.142, 10.2186, 16.771
O, 8.5246, 2.6148, 18.5232
O, 5.352, 8.3275, 15.1665
O, 4.4033, 8.3784, 17.6838
O, 6.2111, 6.248, 10.6194
O, 8.3934, 4.1379, 12.3578
O, 8.7172, 5.321, 18.5608
O, 5.8578, 0.2699, 11.8188
O, 4.5245, 1.0189, 13.9714
O, 10.2344, 0.0419, 11.0828

Results
free energy: -131181.748 eV
free energy less fixed offsets of O -568.88, Si -635.61 eV per atom: 2.542 eV

Forces (eV/angstrom), in the order of the atoms: element, x, y, z
Si, -0.0185, -0.0082, 0.0752
Si, -0.067, 0.0027, 0.0437
Si, 0.0617, 0.0095, 0.0232
Si, 0.0055, 0.0491, 0.0389
Si, 0.0284, 0.041, -0.0158
Si, 0.0497, 0.0019, 0.0022
Si, -0.0311, 0.0195, -0.0347
Si, -0.0107, -0.0216, -0.0838
Si, 0.0065, -0.0256, 0.0341
Si, 0.0173, -0.0315, -0.0056
Si, -0.0348, -0.0006, -0.0107
Si, 0.002, -0.0359, 0.0007
Si, -0.0515, -0.018, 0.0161
Si, -0.0173, 0.0145, 0.0056
Si, -0.0019, 0.0183, 0.0249
Si, 0.0124, 0.0147, 0.0073
Si, 0.03, 0.0212, -0.0831
Si, 0.0467, 0.0407, -0.0791
Si, -0.0423, -0.0238, -0.0819
Si, -0.0337, -0.0073, -0.0453
Si, 0.0364, 0.0261, -0.0478
Si, 0.0106, 0.0259, -0.0457
Si, -0.0271, -0.0282, -0.0406
Si, -0.026, -0.0422, -0.058
Si, -0.092, -0.2026, -0.2808
Si, -0.0149, 0.0788, -0.187
Si, -0.0116, 0.0966, 0.4529
Si, 0.003, 0.1597, 0.2101
Si, 0.1165, -0.1035, -0.5063
Si, 0.134, -0.0488, -0.3907
Si, 0.1162, -0.1545, 0.5404
Si, -0.2577, -0.2328, 0.552
Si, 0.0354, -0.0141, -0.0139
Si, -0.0262, -0.0458, 0.0179
Si, -0.104, -0.0463, -0.006
Si, -0.0284, 0.0046, -0.0006
Si, 0.0543, 0.0068, 0.0215
Si, 0.0262, -0.0008, -0.0072
Si, -0.0609, 0.0432, 0.0041
Si, -0.0443, 0.0323, -0.0061
Si, 0.0074, -0.0002, -0.0267
Si, 0.006, -0.0026, -0.001
Si, 0.0426, 0.0196, -0.0462
Si, 0.0092, -0.0014, -0.0087
Si, 0.0201, 0.0007, 0.0009
Si, -0.0013, -0.0345, -0.0284
Si, 0.0091, -0.0203, -0.0063
Si, -0.0026, 0.0136, -0.034
Si, -0.041, 0.0246, 0.0128
Si, 0.0208, -0.0451, -0.0002
Si, 0.0422, -0.023, 0.0225
Si, -0.0884, 0.0536, 0.0072
Si, 0.0103, -0.079, 0.001
Si, -0.055, 0.033, 0.0153
Si, -0.0047, 0.0293, 0.0025
Si, 0.0409, 0.0131, 0.0175
Si, 0.0791, -0.0242, -0.0357
Si, -0.0932, -0.024, -0.0226
Si, 0.0019, 0.0767, -0.0196
Si, 0.0731, -0.0128, 0.0111
Si, -0.0184, 0.0128, -0.0252
Si, 0.0898, -0.0084, -0.0135
Si, 0.0243, -0.0608, 0.0169
Si, 0.0039, 0.1017, -0.0064
Si, -0.3126, -0.0941, 0.7087
Si, 0.2167, 0.2865, -0.8183
Si, -0.1343, -0.149, 0.3437
Si, -0.0245, -0.1391, -0.357
Si, 0.1361, 0.0816, -0.6853
Si, 0.0976, 0.2885, 0.5075
Si, -0.0391, -0.0643, -0.3841
Si, 0.2746, 0.2383, 0.5246
Si, -0.0084, 0.009, 0.0216
Si, 0.0254, 0.0408, 0.0437
Si, 0.0037, -0.0049, 0.013
Si, -0.0094, -0.0519, 0.0234
Si, 0.0213, 0.0088, 0.056
Si, -0.0286, -0.003, 0.0166
Si, -0.0831, -0.0356, 0.0755
Si, 0.0213, 0.0193, 0.0158
Si, -0.0717, 0.0043, -0.0275
Si, 0.0122, -0.0766, -0.0365
Si, 0.0636, -0.0424, -0.0338
Si, 0.0146, 0.0635, -0.0259
Si, 0.0563, 0.0055, -0.0465
Si, 0.0274, 0.0838, 0.0026
Si, -0.094, -0.0174, -0.0357
Si, 0.1635, 0.0725, -0.0187
Si, -0.012, 0.0234, 0.145
Si, 0.0366, 0.0565, 0.0415
Si, -0.0257, -0.0236, 0.057
Si, -0.1048, -0.0736, 0.1005
Si, -0.1096, -0.0824, 0.1903
Si, -0.0083, 0.0257, -0.0134
Si, 0.1159, 0.0207, 0.0112
Si, -0.036, -0.0155, -0.019
O, 0.0005, -0.0264, 0.0187
O, -0.0008, -0.0058, 0.0439
O, -0.0473, 0.0349, -0.0891
O, 0.001, 0.009, 0.0066
O, 0.0069, -0.0167, 0.0032
O, 0.0196, -0.0027, -0.0537
O, -0.0064, -0.0218, -0.0434
O, 0.0005, -0.0043, 0.0345
O, 0.0312, -0.0089, 0.0425
O, 0.0082, 0.0012, -0.0278
O, -0.0048, -0.0136, 0.0022
O, 0.0048, -0.0079, -0.0691
O, 0.0181, -0.0385, 0.0097
O, -0.0169, -0.0035, -0.0085
O, -0.0133, -0.0114, -0.0679
O, -0.0318, -0.0025, -0.0226
Si, -0.0103, 0.0006, -0.0119
Si, 0.0138, -0.0093, -0.0339
Si, -0.0068, -0.0147, -0.0056
Si, -0.0069, -0.0018, 0.0108
Si, -0.0047, 0.004, -0.0116
Si, -0.0201, 0.0043, 0.0038
Si, 0.0049, 0.0081, -0.0132
Si, -0.0458, 0.0118, 0.0745
Si, 0.0396, -0.0153, 0.059
Si, 0.0009, -0.0031, -0.0105
Si, -0.0019, -0.0005, 0.003
Si, -0.0026, 0.0448, 0.0531
Si, -0.0104, -0.0049, 0.0008
Si, -0.0078, 0.009, -0.0102
Si, 0.0344, -0.0094, 0.083
Si, 0.0128, 0.0005, 0.0849
Si, 0.0045, 0.0036, -0.0254
Si, -0.0097, 0.0055, 0.0078
Si, 0.0139, 0.0099, 0.0042
Si, 0.0133, 0.0131, 0.0626
Si, 0.0088, -0.0022, -0.0418
Si, 0.0003, 0.0053, 0.0324
Si, -0.0166, 0.0006, 0.0047
Si, -0.0146, -0.0096, 0.0043
Si, 0.0248, -0.0028, -0.0385
Si, 0.0158, 0.0012, -0.0602
Si, 0.0251, 0.0195, 0.0103
Si, 0.006, 0.0119, -0.0043
Si, -0.0037, -0.0173, -0.0067
Si, 0.0214, 0.01, -0.0638
Si, 0.0147, 0.0003, -0.0044
Si, -0.0176, 0.0149, -0.0266
Si, 0.0103, 0.0198, 0.0007
Si, -0.0053, -0.0108, -0.0016
Si, 0.0222, -0.0054, 0.0069
Si, -0.0027, -0.0047, 0.0046
Si, -0.0264, -0.0118, -0.007
O, 0.0008, -0.0135, -0.0212
O, -0.0093, -0.0052, 0.0104
O, 0.0076, 0.0067, 0.0004
O, -0.0037, -0.0068, -0.0014
O, 0.0028, -0.0009, -0.0048
O, -0.01, -0.0003, -0.0081
O, 0.0061, -0.0072, -0.0099
O, 0.0032, 0.0094, -0.0082
O, 0.0046, 0.0084, -0.0251
O, 0.0042, 0.0092, 0.0021
O, -0.0066, -0.0021, -0.0027
O, -0.0342, -0.0073, -0.0136
O, -0.0108, -0.0052, -0.0064
O, -0.005, -0.008, -0.0048
O, 0.0042, -0.0116, -0.0136
O, -0.0033, -0.0026, -0.0057
O, 0.0041, 0.005, 0.0003
O, -0.0028, -0.0058, 0.0099
O, 0.0063, -0.0041, -0.0009
O, -0.0009, 0.013, -0.0153
O, 0.0049, -0.0065, -0.0007
O, -0.0082, 0.0038, 0.004
O, -0.0186, 0.0072, 0.0059
O, -0.0029, -0.0016, 0.003
O, -0.0052, 0.0003, 0.0103
O, -0.0065, 0.0062, -0.0016
O, 0.005, 0.0011, -0.0129
O, -0.0002, -0.0056, -0.0125
O, 0.0014, 0.0036, 0.0035
O, 0.005, -0.0109, -0.0005
O, 0.0001, 0.007, -0.0023
O, 0.0091, -0.0133, 0.0091
O, 0.0021, 0.0005, -0.0054
O, -0.0104, -0.0023, -0.0099
O, 0.0059, -0.0036, -0.0034
O, -0.0252, -0.001, -0.0006
O, -0.0004, 0.0026, -0.0015
O, 0.0045, -0.0025, -0.0027
O, 0.0028, -0.0054, -0.0085
O, -0.0007, 0.0097, -0.0119
O, -0.0085, -0.0039, -0.0288
O, -0.0049, -0.0006, 0.0123
O, 0.001, 0.0091, 0.0026
O, 0.0101, -0.0034, 0.0024
O, -0.023, 0.001, -0.0274
O, -0.009, 0.0123, -0.0059
O, -0.0076, 0.0003, -0.007
O, -0.0002, -0.0383, -0.0129
O, 0.0184, -0.0052, 0.0006
O, -0.0223, 0.0034, 0.0006
O, -0.0065, -0.0093, -0.0166
O, -0.0162, -0.0265, -0.0088
O, -0.0001, -0.0029, 0.0181
O, -0.0022, 0.0047, 0.0014
O, 0.0003, -0.002, 0.0038
O, -0.0036, 0.0078, -0.0068
O, -0.0028, -0.0002, 0.0096
O, 0.0022, -0.0139, -0.0084
O, -0.0025, 0.0022, -0.0013
O, -0.0052, 0.0094, -0.0012
O, 0.0001, 0.0306, 0.0305
O, -0.0011, 0.0002, 0.0024
O, -0.0077, -0.003, 0.0064
O, -0.0017, 0.0023, 0.0032
O, -0.0203, 0.0035, 0.0031
O, 0.0014, -0.0035, -0.0032

The program warned: the cutoff lies below the one the program advises for these potential files; the exchange-correlation potential is rough where the density is thin.
